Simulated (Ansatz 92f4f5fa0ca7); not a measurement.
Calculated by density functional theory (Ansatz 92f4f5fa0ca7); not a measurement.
Periodic cell of 221 atoms, Si132O88H1, from a study of silicon, its oxide and their interface. The atomic structure is a simulated model.
Doubt: the cutoff is far below the 930 eV that the study's wrapper takes by default for these files, so forces and energies are approximate.

Settings
functional: PBE
potential files: Ansatz PAW
basis: plane waves
wave-function cutoff: 580 eV
density cutoff ratio: 5
exchange-correlation grid ratio: 1
k mesh: 1 x 1 x 1, Gamma-centred
self-consistency stop: 5e-08 eV per atom in the density residual
occupations: fixed
spin: none
net charge: +1 e, with a uniform compensating background and no finite-size correction

Cell vectors (angstrom)
a  10.938  0  0
b  0  10.938  0
c  0  0  33.3191

Atoms: element, x, y, z (angstrom)
Si  -0.206  0.1953  25.7543
Si  5.9701  -0.5526  25.7702
Si  2.8547  2.7981  25.8467
Si  8.3438  2.3188  25.9223
Si  -0.4842  6.0084  25.7312
Si  5.3648  5.6929  25.8028
Si  3.0169  7.8389  25.8323
Si  8.2233  8.223  26.1511
Si  1.4183  1.3576  27.0707
Si  6.8632  1.1423  27.2412
Si  4.224  4.1059  27.1828
Si  9.5231  4.1273  26.9951
Si  1.3275  6.7945  27.1287
Si  6.8122  6.8019  27.2981
Si  4.1834  9.4718  27.0907
Si  9.6851  9.6221  27.2633
Si  2.7722  -0.0368  28.4593
Si  8.2641  -0.0611  28.6314
Si  0.0133  2.7656  28.442
Si  5.5272  2.6675  28.5254
Si  2.7387  5.4327  28.5144
Si  8.2212  5.4035  28.5361
Si  0.072  8.1895  28.5594
Si  5.4626  8.1946  28.5926
Si  4.1018  1.3673  29.9008
Si  9.5708  1.3673  29.9008
Si  1.3673  4.1018  29.9008
Si  6.8362  4.1018  29.9008
Si  4.1018  6.8362  29.9008
Si  9.5708  6.8362  29.9008
Si  1.3673  9.5708  29.9008
Si  6.8362  9.5708  29.9008
Si  0  0  31.2681
Si  5.469  0  31.2681
Si  2.7345  2.7345  31.2681
Si  8.2035  2.7345  31.2681
Si  0  5.469  31.2681
Si  5.469  5.469  31.2681
Si  2.7345  8.2035  31.2681
Si  8.2035  8.2035  31.2681
Si  1.3673  1.3673  32.6353
Si  6.8362  1.3673  32.6353
Si  4.1018  4.1018  32.6353
Si  9.5708  4.1018  32.6353
Si  1.3673  6.8362  32.6353
Si  6.8362  6.8362  32.6353
Si  4.1018  9.5708  32.6353
Si  9.5708  9.5708  32.6353
Si  2.7345  0  0.6835
Si  8.2035  0  0.6835
Si  0  2.7345  0.6835
Si  5.469  2.7345  0.6835
Si  2.7345  5.469  0.6835
Si  8.2035  5.469  0.6835
Si  0  8.2035  0.6835
Si  5.469  8.2035  0.6835
Si  4.1018  1.3673  2.0507
Si  9.5708  1.3673  2.0507
Si  1.3673  4.1018  2.0507
Si  6.8362  4.1018  2.0507
Si  4.1018  6.8362  2.0507
Si  9.5708  6.8362  2.0507
Si  1.3673  9.5708  2.0507
Si  6.8362  9.5708  2.0507
Si  0  0  3.418
Si  5.469  0  3.418
Si  2.7345  2.7345  3.418
Si  8.2035  2.7345  3.418
Si  0  5.469  3.418
Si  5.469  5.469  3.418
Si  2.7345  8.2035  3.418
Si  8.2035  8.2035  3.418
Si  1.2638  1.4815  4.7524
Si  6.8124  1.3888  4.8161
Si  4.114  4.0668  4.8155
Si  9.5148  4.1522  4.8442
Si  1.3541  6.8455  4.7538
Si  6.7868  6.8985  4.8257
Si  4.1296  9.5701  4.7986
Si  9.5497  9.5882  4.6515
Si  2.6367  0.0314  5.9455
Si  8.2664  -0.0088  6.0358
Si  -0.0909  2.8229  6.3006
Si  5.4524  2.6958  6.2953
Si  2.7568  5.5489  6.132
Si  8.0937  5.4852  6.2156
Si  -0.0789  8.2317  5.9766
Si  5.5298  8.3331  6.319
Si  3.666  1.5272  7.3727
Si  9.7839  1.0519  7.4653
Si  1.6207  3.9925  7.5046
Si  6.523  4.3696  7.6351
Si  4.3268  6.6756  7.4782
Si  9.3538  7.1052  7.3415
Si  1.0748  9.8135  7.2149
Si  7.2847  9.47  7.5846
O  1.866  3.8913  25.1179
O  7.15  9.2626  25.3523
O  2.7184  2.8339  7.8234
O  8.3474  8.2434  8.0514
O  5.3783  5.5108  7.9802
O  0.0496  -0.005  7.867
O  4.1615  6.7372  25.3068
O  9.5423  1.2952  25.3494
O  1.7448  9.0336  8.4712
O  1.3723  4.6032  9.3758
O  9.0005  1.3446  8.8909
O  6.9885  10.4717  8.9036
O  3.6761  0.6799  8.8137
O  3.5967  7.166  8.87
O  7.0493  3.8878  9.1413
O  10.3565  6.2834  8.4113
O  3.8458  2.1183  24.7126
O  5.4235  0.0156  24.3151
O  7.2246  2.7051  24.7451
O  11.1199  5.6974  24.2475
O  9.2822  7.1539  25.379
O  2.2989  8.4573  24.4833
O  6.2158  5.1535  24.4738
O  0.3798  10.3584  24.3974
Si  2.4415  8.0784  9.5469
Si  11.0639  6.7799  14.4036
Si  0.0091  -5.1451  17.2062
Si  4.1662  0.87  23.7108
Si  7.438  -2.0173  20.3265
Si  8.2919  0.8123  21.2288
Si  1.7199  9.7398  23.6599
Si  10.5211  9.5177  14.4178
Si  3.9379  9.8143  11.7655
Si  4.9596  16.1763  12.0362
Si  6.9449  1.8054  16.786
Si  4.6336  7.47  20.2306
Si  13.2668  8.5665  14.118
Si  3.7421  1.5074  10.2212
Si  7.9314  11.4775  9.8418
Si  1.7323  8.3713  20.7872
Si  2.5403  -5.4083  21.2549
Si  2.2264  4.0037  10.8579
Si  8.2758  4.3924  17.5262
Si  6.956  3.925  23.6801
Si  12.6302  3.6376  18.8241
Si  6.3509  3.0985  10.4026
Si  4.5432  2.9698  18.4003
Si  7.956  -0.2484  15.0155
Si  10.5199  4.6488  12.2658
Si  -1.3631  3.1348  22.5562
Si  6.2554  7.9292  12.2993
Si  8.5932  9.6435  12.2818
Si  5.5612  2.3253  21.3812
Si  12.0278  4.4161  23.7966
Si  9.8764  2.6959  19.6782
Si  11.2106  5.9492  9.7249
Si  -5.3281  5.8746  17.6643
Si  -0.8546  -2.5983  19.0425
Si  8.0182  10.1125  17.7247
Si  4.8195  6.8011  14.6666
O  7.6481  10.2931  13.469
O  7.0029  9.5537  18.8712
O  7.8488  8.1925  11.9925
O  -1.5874  1.1762  20.0171
O  4.5766  5.5027  13.6246
O  7.5292  9.6407  16.2168
O  -1.4119  -1.3917  18.0592
O  4.875  13.5638  9.9227
O  5.4604  9.2575  11.7725
O  1.2868  7.1095  10.2064
O  7.0897  1.1258  15.2832
O  8.4803  4.2287  23.1297
O  5.6597  6.6212  11.4902
O  1.4966  6.7737  21.0629
O  -2.1324  8.0037  20.0632
O  10.1502  9.591  12.8001
O  15.7527  4.4892  17.9057
O  6.0554  8.1351  20.8344
O  2.8297  -0.025  23.627
O  3.1689  9.5741  13.1668
O  6.0111  3.524  22.4063
O  9.9561  3.5782  21.0433
O  2.2598  4.3467  20.1759
O  -5.9119  7.0003  18.6993
O  0.543  -2.101  19.752
O  8.6623  10.5339  10.934
O  11.6656  6.253  15.8149
O  12.09  4.2049  12.0506
O  9.6304  10.7053  15.1267
O  10.3366  5.5874  13.5716
O  0.4361  2.6102  19.0432
O  3.997  11.4097  11.4379
O  1.3622  7.3809  13.4806
O  12.1312  9.5832  14.7986
O  7.2176  5.5907  17.9037
O  3.472  -3.2216  14.9435
O  12.0737  4.8429  17.8802
O  10.9922  3.2158  23.3655
O  5.9627  18.6383  13.8976
O  2.2243  4.8434  22.7046
O  6.8579  1.4905  20.8956
O  5.3669  -4.611  16.1116
O  1.4538  -1.677  22.1287
O  -2.1475  3.5342  18.8026
O  9.5808  5.0003  16.7708
O  9.5445  3.3596  12.3681
O  4.5136  1.3812  22.2036
O  3.319  -2.4291  20.2531
O  2.9263  2.7535  18.1921
O  3.5658  4.8668  11.1969
O  6.0633  4.037  11.7332
O  10.0186  7.9881  14.7948
O  -6.0487  2.8516  19.9959
O  7.8947  11.7601  17.7064
O  7.9773  -0.8004  21.3313
O  4.0765  6.1517  21.0892
O  8.9469  1.5938  22.5359
O  2.4254  2.4196  10.6098
O  18.4719  3.3099  16.5555
O  3.0617  9.0053  10.6855
O  10.1934  5.4829  10.8865
O  7.1535  1.7069  10.692
O  10.4946  -3.922  18.1775
O  5.4455  1.9406  17.4651
H  9.0084  3.2585  13.2233

Results
free energy: -133980.291 eV
free energy less fixed offsets of H -15.97, O -568.88, Si -635.61 eV per atom: -2.361 eV

Forces (eV/angstrom), in the order of the atoms: element, x, y, z
Si  -0.01  0.0064  -0.0248
Si  0.0158  -0.0129  -0.0244
Si  -0.0001  0.0127  -0.0265
Si  0.0052  -0.0143  -0.0321
Si  -0.0088  0.0125  -0.0213
Si  -0.0077  0.0052  -0.0254
Si  0.0106  -0.0119  -0.0269
Si  0.0033  -0.0039  -0.0285
Si  0.0017  -0.0014  0.005
Si  0.0023  -0.0014  0.0055
Si  -0.0006  0.0005  0.0067
Si  0.0053  0.0036  0.0001
Si  -0.0024  -0.0049  0.0032
Si  -0.0056  -0.0004  0.0058
Si  0.0014  -0.0018  -0.0001
Si  0.0017  0.0033  0.0038
Si  -0.0009  -0.0004  -0.0019
Si  -0.0026  0.0011  -0.0031
Si  0.0011  -0.0055  0.0052
Si  0.0017  0.0005  -0.002
Si  0.0059  0.0006  0.0058
Si  -0.004  0.0027  -0.0014
Si  -0.0023  0.0019  -0.0014
Si  -0.001  0.0002  -0.0042
Si  -0.0706  -0.1628  -0.2852
Si  0.3118  0.4758  -0.0117
Si  -0.0228  -0.1645  -0.1629
Si  0.1516  -0.4219  0.1139
Si  -0.3916  -0.1165  0.1504
Si  0.0839  -0.1175  -0.1887
Si  0.4757  0.1189  0.0321
Si  0.0419  -0.2493  0.5724
Si  0.1216  0.1517  -0.0465
Si  -0.0027  0.0095  0.0105
Si  -0.0959  -0.0489  -0.0508
Si  0.0161  0.0796  0.0352
Si  -0.0393  0.0432  -0.0113
Si  -0.0929  -0.0381  -0.0506
Si  -0.0017  0.0392  0.0316
Si  -0.135  -0.038  0.0169
Si  0.0067  -0.0491  0.0102
Si  0.039  -0.0418  -0.0233
Si  0.017  -0.0064  -0.0261
Si  -0.0011  -0.0389  -0.0163
Si  0.0525  0.0252  -0.0282
Si  0.0832  -0.0192  -0.0033
Si  0.0017  -0.0578  -0.0261
Si  0.0083  -0.0083  -0.0347
Si  0.0182  -0.015  -0.0101
Si  -0.0644  0.0468  0.012
Si  -0.027  0.0336  0.0215
Si  -0.0336  0.021  0.0407
Si  -0.068  0.0575  0.0058
Si  0.0161  -0.007  -0.0007
Si  -0.028  -0.0251  0.0396
Si  -0.0257  0.0677  0.0153
Si  -0.0602  -0.0944  0.0379
Si  0.0627  -0.0926  -0.05
Si  0.0819  -0.0227  -0.0095
Si  0.0937  0.0435  0.0483
Si  -0.0415  -0.0763  -0.0088
Si  -0.1112  -0.0198  0.0124
Si  0.162  0.1625  0.025
Si  0.0473  -0.0924  -0.0267
Si  -0.0485  0.5053  -0.6208
Si  0.0703  0.0888  0.0736
Si  -0.0857  0.2493  -0.0999
Si  -0.0515  0.0568  0.3037
Si  -0.1689  -0.1589  0.0921
Si  -0.1296  0.1608  0.2766
Si  0.2791  -0.0154  0.0057
Si  -0.4305  -0.2769  -0.4533
Si  -0.0109  -0.0053  0.0054
Si  -0.0002  0.0025  0.0087
Si  -0.0014  0.0125  0.0018
Si  -0.0038  -0.0106  0.0021
Si  0.0009  -0.0002  -0.0038
Si  0.0001  -0.0041  -0.0026
Si  -0.0009  0.0028  0.0047
Si  0.0039  0.0159  0.0016
Si  0.0034  0.0039  -0.0027
Si  0.002  -0.0002  0.005
Si  0.0006  0.0091  -0.0106
Si  -0.0052  -0.0039  -0.0023
Si  -0.0018  -0.0104  -0.0126
Si  -0.007  -0.0024  -0.0055
Si  0.0013  -0.0074  -0.0023
Si  0.0014  0.0024  0.0013
Si  -0.0016  -0.0054  0.0139
Si  -0.0054  -0.0214  -0.0101
Si  0.0552  -0.0502  -0.0838
Si  -0.0021  0.0074  0.0132
Si  -0.0007  -0.0087  0.0218
Si  -0.0078  0.02  0.0211
Si  0.0024  0.0032  0.0661
Si  0.0231  0.0021  0.0062
O  0.0045  -0.0053  0.0179
O  -0.0076  0.0086  0.0267
O  -0.0342  0.0321  -0.0002
O  -0.0154  0.0081  -0.0153
O  0.0046  -0.0012  -0.0131
O  0.0184  -0.0167  -0.0112
O  -0.003  0.0045  0.0297
O  0.0019  -0.0025  0.0336
O  0.0064  -0.0132  0.0043
O  0.0098  0.0169  0.0895
O  0.0086  0.0043  -0.0021
O  -0.0054  -0.0176  -0.0097
O  -0.0034  0.0121  -0.0169
O  -0.0246  0.0146  0.0059
O  0.0107  0.0077  0.0044
O  0.035  -0.0299  0.0198
O  -0.0031  0.003  0.0209
O  0.0034  -0.0032  0.0214
O  0.0013  -0.0028  0.0229
O  -0.0047  0.0045  0.0189
O  -0.004  0.0037  0.0288
O  0.0035  -0.0028  0.0212
O  -0.0033  0.0046  0.0189
O  -0.0047  0.0065  0.0211
Si  0.0261  0.0711  -0.0122
Si  0.0019  -0.0001  0.0314
Si  -0.003  0.0084  0.0093
Si  0.0041  -0.0004  -0.0189
Si  -0.005  -0.0005  0.0043
Si  -0.0078  -0.0029  -0.0072
Si  -0.0053  -0.0031  -0.0157
Si  -0.0019  -0.0112  0.0243
Si  0.001  -0.0125  0.0298
Si  0.0201  0.0323  0.0474
Si  -0.0046  0.0013  0.0068
Si  -0.0001  0.0021  0.0004
Si  0.0042  0.0017  0.0277
Si  0.0304  -0.0205  0.0305
Si  0.0156  -0.016  0.0283
Si  0.0032  -0.0107  -0.0147
Si  0.0019  0.0107  -0.0208
Si  -0.0031  0.0013  0.1225
Si  -0.0084  -0.0009  0.0114
Si  0.005  0.0049  -0.0206
Si  0.0021  -0.0033  0.0089
Si  -0.0352  -0.0197  -0.0095
Si  0.0053  -0.0007  0.0039
Si  -0.0158  -0.0005  0.023
Si  0.0075  0.0482  0.0859
Si  -0.0013  -0.0043  -0.0268
Si  0  -0.0015  0.0373
Si  -0.007  -0.0017  0.0421
Si  0.0086  -0.0019  -0.0216
Si  0.0072  -0.0064  -0.0141
Si  0.0039  -0.0029  0.0011
Si  -0.0441  0.0587  0.0077
Si  -0.0032  -0.0023  0.009
Si  0.0033  -0.0001  0.0095
Si  -0.0057  -0.0018  0.0061
Si  0.0069  -0.0016  0.0276
O  0.0047  -0.0013  -0.0147
O  0.0038  0.0023  -0.0004
O  -0.0015  0.0021  -0.0137
O  0.0002  0.0006  0.0047
O  -0.0079  -0.0021  -0.0197
O  0.0043  0.0037  -0.0087
O  -0.0016  0.0039  -0.0027
O  -0.011  0.0009  0.0011
O  -0.0041  0.0002  -0.0158
O  -0.0259  -0.052  -0.0192
O  0.0038  -0.0051  -0.0051
O  -0.0055  0.0058  0.017
O  -0.0081  -0.0068  -0.0129
O  -0.0007  0.0008  0.009
O  0.0034  0.0007  -0.0007
O  -0.0015  0.0008  -0.0129
O  0.0005  0.0039  0.0001
O  0.0011  0.0008  0.002
O  0.0012  0.0025  0.0062
O  -0.0053  -0.0036  -0.0198
O  0.0021  0.0047  0.0207
O  -0.002  0.0021  0.0179
O  0.0001  -0.0002  0.0097
O  -0.0011  -0.0018  -0.0013
O  -0.004  0.0028  0.0028
O  -0.0101  0.0133  -0.0368
O  0.0026  -0.0018  -0.0024
O  0.0885  0.0029  -0.084
O  0.0028  0.0028  -0.0092
O  0.0251  0.0425  0.0273
O  0.0024  -0.0013  -0.0036
O  -0.0046  0.0136  -0.021
O  0.0028  0.0041  -0.0171
O  -0.0007  0.0043  -0.0113
O  0.0024  0.0011  0.0044
O  -0.0008  0.0031  -0.0083
O  0.0002  0.0022  -0.0053
O  0  0.0009  0.0091
O  -0.0008  -0.0004  -0.0194
O  -0.0045  -0.0047  0.0163
O  -0.0013  0.0024  0.0068
O  -0.0008  0.0031  -0.0134
O  -0.0004  0.0071  0.0243
O  -0.0058  0.0048  -0.0042
O  0.0037  -0.0009  -0.0128
O  -1.0909  -0.3169  1.5788
O  -0.006  -0.0088  0.0265
O  0.0015  0.001  0.0065
O  -0.0047  -0.0006  -0.002
O  -0.0204  -0.0156  -0.0437
O  0.0156  -0.0035  -0.0132
O  0.0024  0.0077  -0.0111
O  0.0013  0.0002  0.0075
O  0.0022  -0.0016  0.0002
O  0.0008  0.0039  0.0046
O  -0.0004  -0.0022  0.0079
O  0.0048  0.0043  0.01
O  -0.0152  0.0239  -0.0296
O  0.0025  -0.0015  -0.0008
O  -0.0172  -0.0267  -0.032
O  -0.01  0.0041  -0.0699
O  0.0027  0.0078  -0.0073
O  0.0007  -0.004  -0.0003
O  0.0045  -0.0018  -0.0018
H  1.0118  0.2078  -1.6027

The program warned: the cutoff lies below the one the program advises for these potential files; the exchange-correlation potential is rough where the density is thin.
